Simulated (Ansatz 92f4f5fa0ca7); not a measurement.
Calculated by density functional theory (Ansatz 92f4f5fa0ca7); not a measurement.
Periodic cell of 171 atoms, Si99O72, from a study of silicon, its oxide and their interface. The atomic structure is a simulated model.

Settings
functional: PBE
potential files: Ansatz PAW
basis: plane waves
wave-function cutoff: 700 eV
density cutoff ratio: 5
exchange-correlation grid ratio: 2
k mesh: 2 x 2 x 1, shifted by 0.5 0.5 0.5 of a step
self-consistency stop: 5e-08 eV per atom in the density residual
occupations: Fermi-Dirac, 0.05 eV
spin: none
net charge: 0

Cell vectors (angstrom)
a  11.5983  0  0
b  0  11.5983  0
c  0.0228  -2.4122  23.0496

Atoms: element, x, y, z (angstrom)
Si  -0.2526  -0.3786  0.4874
Si  -0.4982  2.7171  1.0527
Si  -0.7106  5.8105  0.4742
Si  3.3507  -1.6819  0.6819
Si  3.1049  3.7895  0.525
Si  3.3296  6.8407  1.0218
Si  7.2226  -0.9221  0.576
Si  7.3508  3.2118  0.5375
Si  7.2888  6.3556  0.8985
Si  1.4724  -1.013  2.018
Si  1.5139  2.92  2.1809
Si  1.2111  6.6985  1.9839
Si  5.2897  -1.0175  1.9005
Si  5.1456  2.8519  1.6632
Si  5.3275  6.8476  2.1926
Si  9.2929  -1.0829  1.729
Si  9.0771  2.6624  2.1542
Si  9.2764  6.6205  2.1164
Si  1.5668  0.8591  3.4318
Si  1.3975  4.8395  3.459
Si  1.3294  8.6899  3.3885
Si  5.1944  0.9085  3.2265
Si  5.2638  4.7094  3.2462
Si  5.3715  8.8107  3.4389
Si  9.1419  0.6733  3.3585
Si  9.1498  4.6678  3.4187
Si  9.3105  8.7124  3.2964
Si  -0.4727  0.7888  4.7188
Si  -0.5241  4.7225  4.7978
Si  -0.5073  8.737  4.8319
Si  3.4465  0.8377  4.8227
Si  3.3922  4.7888  4.7351
Si  3.368  8.7503  4.7386
Si  7.145  0.7813  4.6623
Si  7.1591  4.6948  4.7054
Si  7.3407  8.7483  4.7167
Si  -0.4788  -1.0038  6.3351
Si  -0.5095  2.7325  6.014
Si  -0.4828  6.7248  6.0182
Si  3.4175  -1.0162  6.3643
Si  3.3823  2.8094  6.0799
Si  3.4161  6.7775  5.9932
Si  7.217  -1.0053  6.2896
Si  7.1433  2.719  5.9985
Si  7.266  6.7248  5.9045
Si  1.4583  -0.9928  7.7934
Si  1.4162  2.7627  7.3746
Si  1.471  6.7867  7.3358
Si  5.3479  -0.9765  7.8573
Si  5.285  2.7327  7.4851
Si  5.387  6.7992  7.276
Si  9.1462  -1.0219  7.7322
Si  9.1058  2.7355  7.2672
Si  9.1553  6.7219  7.2953
Si  1.3652  1.1146  9.0716
Si  1.4357  4.782  8.4896
Si  1.5007  8.4803  8.9913
Si  5.2229  1.1076  9.349
Si  5.3239  4.8269  8.467
Si  5.4723  8.4519  8.9619
Si  9.0592  1.0981  8.9215
Si  9.1552  4.717  8.4313
Si  9.1969  8.4182  8.9196
Si  10.9178  1.6318  10.2832
Si  11.0706  4.6661  9.7159
Si  11.1173  7.7301  10.1313
Si  3.1063  1.976  10.5337
Si  3.3942  4.9483  9.7407
Si  3.5207  7.9504  10.1898
Si  7.3484  1.7686  10.52
Si  7.2535  4.773  9.7551
Si  7.395  7.7817  10.3816
Si  11.2352  8.0545  13.1306
Si  9.2546  0.5576  12.6364
Si  10.6017  3.7667  16.3649
Si  6.162  2.9501  17.0491
Si  6.9544  5.6153  16.2932
Si  11.7582  6.3756  16.8545
Si  7.5488  9.5294  20.9769
Si  2.7662  0.622  13.0762
Si  8.8059  1.7657  17.7356
Si  9.5642  6.2546  15.0677
Si  13.449  -2.9567  21.4046
Si  1.9582  7.6249  14.7503
Si  5.5684  9.9581  15.0629
Si  7.397  9.7211  12.7116
Si  4.4098  7.5071  16.3134
Si  7.239  4.7938  19.0707
Si  2.5951  0.0018  20.9483
Si  5.2792  -0.5971  19.9273
Si  2.1114  8.1252  18.413
Si  -1.0366  0.9307  15.5581
Si  2.8911  -0.4852  18.1759
Si  4.5058  -1.6001  12.3324
Si  7.9073  0.6263  20.3866
Si  8.9637  4.404  21.402
Si  7.6668  -4.8502  21.1221
Si  0.7529  -1.2843  14.6124
Si  4.1853  0.9205  15.8425
O  7.7704  3.4898  -1.0954
O  0.4097  -1.0117  -0.9412
O  6.6587  5.8952  20.1419
O  0.1022  -0.2288  15.6576
O  2.0176  9.7356  18.0928
O  10.2991  6.9555  16.3688
O  8.8522  1.4345  19.3359
O  3.4023  7.5097  17.6057
O  3.1373  -0.7994  -0.6941
O  3.7478  -2.8392  11.6209
O  1.7445  -1.3564  21.1581
O  7.9288  6.354  15.1977
O  7.2177  4.7392  1.1321
O  8.1374  -3.4607  20.4287
O  3.5476  7.299  14.9221
O  2.9613  0.289  16.7441
O  3.5471  1.2409  14.3752
O  7.0054  9.6711  14.321
O  2.3027  1.0284  22.1564
O  -0.4789  -2.1288  13.9548
O  10.1419  6.9733  13.7179
O  9.4779  3.2274  17.4254
O  10.5847  0.8088  11.7072
O  7.6178  6.5121  -0.7181
O  10.9708  8.4638  11.5987
O  7.3306  6.1398  10.6978
O  7.9615  1.3952  12.0546
O  12.3293  7.3333  18.0292
O  -1.2464  6.2459  -1.0709
O  8.7415  10.6024  12.5354
O  6.6311  4.0485  15.9176
O  7.6296  8.2973  11.9571
O  5.5035  6.3289  16.4318
O  5.4449  -0.1225  15.6597
O  6.0926  3.7355  18.5157
O  -0.6186  4.1618  0.2042
O  4.2121  -0.2367  21.0959
O  10.9946  3.2846  10.6898
O  2.2198  7.8835  20.0132
O  7.7338  5.6304  17.7423
O  6.0591  -1.3048  11.918
O  1.2142  7.5387  13.2882
O  3.4752  5.4003  0.1728
O  -1.9815  0.6516  16.8658
O  8.5034  -0.8979  20.3958
O  -1.9295  0.8914  14.1858
O  4.4552  -0.845  18.5445
O  11.27  2.4164  15.71
O  1.5731  -0.3923  13.5209
O  9.9586  4.6518  15.1313
O  5.2592  8.9066  16.2603
O  8.4713  4.0368  19.8629
O  11.0875  6.0991  10.5911
O  11.6183  4.7677  17.1904
O  3.4165  6.3379  10.6812
O  2.3629  1.8043  12.0465
O  6.9027  -4.5755  22.542
O  7.2281  3.4326  10.7265
O  1.7127  9.1699  15.3109
O  2.3039  0.479  19.3854
O  3.4385  3.604  10.6996
O  4.4044  9.7578  13.9397
O  -0.4374  1.2708  0.167
O  3.3432  8.3021  0.1622
O  3.7168  -0.2256  12.0385
O  9.1114  6.0333  21.3897
O  6.0389  -1.9654  20.3572
O  6.3765  0.5985  19.7692
O  7.2717  1.7694  17.1873
O  4.7563  2.261  16.5873
O  7.4597  9.6075  22.625
O  12.8153  6.4734  15.6267

Results
free energy: -103888.226 eV
free energy less fixed offsets of O -569.03, Si -635.61 eV per atom: 7.324 eV
pressure: -0.23 GPa
stress xx, yy, zz, yz, xz, xy (GPa, positive in tension): -0.07, 0.14, 0.63, 0.04, 0.04, 0.76

Forces (eV/angstrom), in the order of the atoms: element, x, y, z
Si  0.2239  0.184  -0.2096
Si  -0.0084  -0.2726  -0.227
Si  -0.2793  0.0949  0.0047
Si  -0.1371  -0.1234  -0.3014
Si  -0.0031  -0.146  -0.1138
Si  0.107  0.3  -0.2671
Si  0.0012  -0.2524  -0.2608
Si  -0.0027  0.0022  -0.0959
Si  0.2325  0.2729  0.2109
Si  0.094  -0.0556  -0.1344
Si  0.171  0.0781  -0.1791
Si  0.0479  -0.2666  -0.2089
Si  -0.1977  -0.0997  -0.1166
Si  0.0921  0.1301  -0.3443
Si  0.1004  -0.193  -0.2053
Si  0.138  0.1905  -0.1857
Si  0.0255  0.149  -0.2744
Si  -0.1059  -0.0003  -0.2641
Si  0.0886  0.0554  0.0389
Si  -0.2121  0.0628  0.3195
Si  -0.1301  0.0178  0.0241
Si  0.0036  0.1749  -0.171
Si  0.1064  0.091  0.3195
Si  0.0928  -0.0418  0.1799
Si  0.0118  -0.013  0.1289
Si  -0.1208  -0.0915  0.4634
Si  -0.0503  -0.0967  -0.1054
Si  -0.0207  -0.0299  -0.1076
Si  -0.0323  0.0828  -0.3322
Si  0.1232  -0.0308  0.0009
Si  -0.1363  0.0627  0.1179
Si  0.0976  -0.1071  -0.1988
Si  -0.0314  0.0702  -0.0335
Si  0.1174  -0.0349  0.002
Si  -0.017  -0.0259  -0.349
Si  -0.1039  0.0635  0.0456
Si  0.0297  0.0496  0.037
Si  0.0414  0.0156  0.1258
Si  -0.1213  0.1434  0.1636
Si  -0.0617  -0.0268  -0.0571
Si  -0.0003  -0.115  0.0055
Si  0  0.0232  0.0896
Si  0.0051  -0.055  -0.0065
Si  0.0207  0.0848  0.0061
Si  0.0362  0.0068  -0.0213
Si  -0.0153  0.0451  0.0003
Si  -0.0399  -0.2287  -0.3026
Si  -0.0069  0.1192  -0.34
Si  -0.0351  -0.0582  0.1082
Si  0.0126  -0.2826  0.0103
Si  -0.0016  0.2244  -0.1493
Si  0.0294  0.0864  0.0289
Si  -0.0024  -0.1716  -0.3147
Si  -0.0003  0.1412  -0.2783
Si  -0.0784  0.1249  0.2879
Si  0.0703  -0.0135  0.188
Si  0.0216  -0.0955  0.1587
Si  0.0851  0.3125  0.1852
Si  0.138  0.0712  0.1203
Si  0.0524  -0.0511  0.2458
Si  0.0214  -0.0308  0.2819
Si  -0.134  -0.0238  0.1504
Si  -0.1387  -0.0242  0.1085
Si  0.0287  0.2202  0.1942
Si  0.0751  -0.0572  0.774
Si  0.0398  -0.1493  0.3443
Si  -0.0763  -0.0309  -0.1036
Si  0.0041  0.119  0.5062
Si  -0.0294  -0.3336  0.3117
Si  0.2134  0.3238  0.1506
Si  -0.0752  0.0708  0.3825
Si  0.0232  -0.2311  0.1787
Si  0.0981  -0.066  0.4011
Si  -0.0088  -0.0157  0.0384
Si  0.0511  0.0215  -0.1115
Si  -0.0623  -0.0494  -0.0251
Si  0.0209  0.069  -0.0399
Si  0.099  0.1132  -0.0163
Si  -0.0954  -0.0409  -0.4053
Si  -0.0194  -0.1674  0.2335
Si  0.0341  -0.0342  -0.1493
Si  0.0504  -0.0685  0.1222
Si  0.1795  0.016  -0.0492
Si  -0.0694  -0.0084  0.1205
Si  0.0139  0.057  0.3609
Si  -0.1133  0.0184  0.1633
Si  0.0076  0.098  0.0137
Si  -0.2075  0.113  -0.1894
Si  0.2021  -0.0357  -0.3261
Si  -0.1453  -0.1271  -0.2807
Si  -0.0556  0.1056  -0.2038
Si  0.1021  -0.0411  0.1687
Si  0.0805  -0.0384  -0.0411
Si  -0.17  -0.1874  0.1575
Si  -0.1548  -0.156  -0.3245
Si  -0.0426  0.2085  -0.1517
Si  -0.067  -0.0028  -0.2343
Si  0.0163  -0.0607  0.2522
Si  0.0708  -0.0977  0.2172
O  -0.0939  -0.084  0.7689
O  -0.2628  0.0982  0.2476
O  0.1757  -0.0005  0.1436
O  -0.044  0.0598  -0.1177
O  0.0403  -0.0305  0.0712
O  -0.024  -0.0928  -0.0443
O  -0.0825  -0.0569  0.2593
O  -0.0215  -0.0237  0.0461
O  -0.0333  -0.0591  0.1121
O  0.0526  0.0819  -0.1629
O  -0.0852  0.016  0.005
O  0.0418  -0.0464  0.0112
O  -0.097  -0.0898  -0.4226
O  -0.02  -0.0446  0.124
O  -0.0231  -0.0156  0.0029
O  0.0149  0.0257  0.0011
O  -0.0966  -0.0062  -0.1824
O  0.1534  -0.0478  -0.2843
O  -0.0113  0.0778  0.2158
O  -0.0365  -0.0276  -0.124
O  -0.0197  0.1057  -0.1277
O  -0.0029  -0.0452  0.0229
O  0.1391  0.1538  -0.2336
O  -0.1147  -0.0326  0.1824
O  -0.039  -0.047  -0.2955
O  -0.0038  0.3832  -0.3699
O  -0.2622  0.0521  -0.4191
O  0.038  -0.0304  0.0551
O  0.151  -0.0789  0.2651
O  -0.0235  -0.0709  -0.0341
O  -0.0115  -0.0041  0.0558
O  -0.0256  -0.005  -0.207
O  0.0144  -0.052  -0.0213
O  -0.0473  -0.0727  -0.1221
O  0.1645  0.048  0.0201
O  0.1849  0.3737  0.1676
O  -0.0243  -0.0302  0.0906
O  0.0855  -0.2269  -0.5367
O  -0.0557  0.0294  0.2082
O  -0.0167  -0.0641  0.1073
O  0.0841  0.1056  -0.0453
O  -0.0702  0.0265  -0.059
O  -0.2288  -0.4665  0.2805
O  -0.0493  0.0923  0.0052
O  -0.017  0.0548  0.1843
O  -0.0943  -0.018  -0.2726
O  0.0231  0.0364  0.1807
O  -0.0416  -0.0079  0.0022
O  0.0268  0.1508  -0.0953
O  -0.0289  0.0498  0.0569
O  -0.0026  0.004  -0.1322
O  0.1566  -0.0791  0.3264
O  -0.0302  0.377  -0.4192
O  -0.0729  0.0048  -0.0235
O  -0.0092  0.2368  -0.6062
O  0.0975  0.0759  -0.2158
O  0.1267  0.2404  0.2688
O  -0.0376  -0.5208  -0.2538
O  -0.0194  0.0453  -0.1424
O  0.0279  -0.085  0.2391
O  -0.0927  -0.4765  -0.1655
O  -0.0205  -0.0164  -0.2572
O  0.0819  -0.1691  0.3693
O  -0.0684  0.1671  0.4793
O  0.0982  0.075  -0.083
O  -0.0432  -0.1669  0.0868
O  0.0935  0.1263  0.0878
O  0.1537  0.0409  0.1321
O  0.0678  0.051  0.0194
O  0.0077  0.0132  -0.0276
O  -0.0462  -0.1001  0.2051
O  0.0175  -0.0155  -0.0462

The program warned: the cutoff lies below the one the program advises for these potential files.
